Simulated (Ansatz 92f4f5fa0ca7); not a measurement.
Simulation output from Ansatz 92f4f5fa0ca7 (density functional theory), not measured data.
Periodic cell of 223 atoms, Si132O90P1, from a study of silicon, its oxide and their interface. The atomic structure is a simulated model.
Doubt: the cutoff is far below the 930 eV that the study's wrapper takes by default for these files, so forces and energies are approximate.
This geometry differs little from another in the collection (a relaxation step or a small displacement).

Settings
functional: PBE
potential files: Ansatz PAW
basis: plane waves
wave-function cutoff: 580 eV
density cutoff ratio: 5
exchange-correlation grid ratio: 1
k mesh: 1 x 1 x 1, Gamma-centred
self-consistency stop: 5e-08 eV per atom in the density residual
occupations: fixed
spin: none
net charge: +1 e, with a uniform compensating background and no finite-size correction

Cell vectors (angstrom)
a, 10.938, 0, 0
b, 0, 10.938, 0
c, 0, 0, 32.1988

Atoms and the computed forces on them: element, x, y, z (angstrom), force x, y, z (eV/angstrom)
Si, 10.582, 0.2233, 24.8654, -0.0012, -0.0008, -0.0006
Si, 5.7355, 10.6821, 24.7428, 0.0025, -0.0004, -0.0046
Si, 2.4779, 2.9161, 24.6373, 0, 0.0019, -0.0041
Si, 8.4219, 2.4656, 24.825, -0.001, -0.001, -0.005
Si, 0.2724, 5.1698, 24.7542, 0.0032, -0.0011, -0.0035
Si, 5.1521, 5.7489, 24.6876, -0.0048, 0.0021, -0.003
Si, 2.9305, 8.0102, 24.5954, 0.0005, -0.0037, -0.0005
Si, 7.9391, 8.4385, 24.7311, 0.0016, 0.0016, -0.0026
Si, 1.3268, 1.3826, 26.0326, 0.0026, -0.0008, 0.0012
Si, 6.8455, 1.3088, 26.1249, -0.0027, 0.0019, 0.0037
Si, 4.0421, 4.1053, 25.9885, -0.0006, 0, 0.0056
Si, 9.606, 4.0601, 26.084, -0.0024, 0.003, 0.0028
Si, 1.3962, 6.8286, 26.0015, 0.0003, 0.0013, 0.0053
Si, 6.7662, 6.8537, 26.0228, 0.0024, 0.0001, 0.0028
Si, 4.1003, 9.5353, 25.998, -0.0011, 0.0011, 0.0032
Si, 9.4592, 9.572, 26.1538, 0.001, -0.0028, 0.0019
Si, 2.7247, -0.0066, 27.3423, 0.0004, -0.0015, -0.005
Si, 8.1561, -0.0201, 27.5674, -0.0028, -0.0015, 0.0128
Si, 0.0081, 2.7156, 27.4856, 0.0007, 0.0017, 0.0132
Si, 5.438, 2.7442, 27.3649, 0.0002, -0.0013, -0.0048
Si, 2.726, 5.4658, 27.4312, 0.0007, 0.0022, 0.0027
Si, 8.1825, 5.4723, 27.3507, 0.0002, -0.0022, -0.0048
Si, -0.0095, 8.183, 27.3726, 0.0005, -0.0019, -0.0047
Si, 5.4384, 8.199, 27.4475, -0.0045, -0.0028, 0.0074
Si, 4.0767, 1.3649, 28.7418, 0.001, -0.001, 0.0042
Si, 9.5786, 1.3564, 28.8521, -0.0003, -0.0014, -0.0089
Si, 1.3636, 4.1059, 28.8159, -0.0016, -0.0051, -0.0088
Si, 6.8267, 4.1036, 28.7388, 0.0005, 0, 0.0053
Si, 4.0971, 6.8179, 28.8076, 0.0004, 0.0003, -0.0084
Si, 9.5519, 6.8238, 28.7468, 0.0003, 0.001, 0.0042
Si, 1.364, 9.5662, 28.7341, -0.0014, 0.0002, 0.0053
Si, 6.7796, 9.5416, 28.8675, 0.005, 0.0026, -0.0099
Si, 0.0235, -0.0253, 30.1669, -0.0008, 0.0005, 0.0008
Si, 5.419, 0.012, 30.1672, -0.0018, 0.0007, 0.0013
Si, 2.737, 2.7247, 30.155, -0.0012, 0.0025, 0.0016
Si, 8.1897, 2.7533, 30.1458, 0.0002, -0.0013, 0.0003
Si, -0.026, 5.4698, 30.1433, -0.0004, 0.0008, 0.0014
Si, 5.4822, 5.4546, 30.1548, -0.0014, 0.0003, 0.0007
Si, 2.7191, 8.2102, 30.1302, 0.0013, -0.0008, -0.0003
Si, 8.2033, 8.1736, 30.1663, -0.0009, -0.0004, 0.0015
Si, 1.3813, 1.3536, 31.5386, 0.0005, -0.0052, -0.0012
Si, 6.821, 1.3806, 31.4982, -0.0007, 0.0021, 0.0004
Si, 4.1116, 4.0896, 31.5206, 0.0006, -0.0014, 0.0003
Si, 9.5607, 4.1051, 31.5268, -0.0016, 0.0008, -0.0001
Si, 1.3527, 6.8432, 31.4859, -0.0013, 0.0003, 0.0009
Si, 6.8468, 6.8098, 31.5457, 0.0024, 0, -0.0007
Si, 4.0696, 9.5674, 31.5315, -0.0002, -0.0008, -0.0004
Si, 9.5777, 9.5516, 31.5217, 0.004, -0.0012, -0.0007
Si, 2.7375, -0.0069, 0.7353, -0.0001, 0.0028, 0.0014
Si, 8.1931, 0.0081, 0.6531, 0, -0.0013, 0.0007
Si, -0.0012, 2.7328, 0.6881, 0.0009, 0.0019, 0.0025
Si, 5.4806, 2.7293, 0.6992, 0.0004, -0.0015, 0.0029
Si, 2.7313, 5.4895, 0.652, -0.0006, 0.0007, -0.0001
Si, 8.2136, 5.4497, 0.7332, 0.0013, -0.0027, 0.0022
Si, 0.0106, 8.1847, 0.6883, -0.0052, 0.0006, 0.0017
Si, 5.4629, 8.201, 0.6856, -0.001, 0.0019, 0.0028
Si, 4.1367, 1.3668, 2.0832, 0.0004, 0, -0.0053
Si, 9.5543, 1.3542, 2.0405, -0.0017, -0.0066, -0.0002
Si, 1.3796, 4.1273, 2.0235, 0.0013, 0.0006, -0.0054
Si, 6.8395, 4.0744, 2.0934, -0.0057, -0.0013, -0.005
Si, 4.1022, 6.8255, 2.0536, -0.0027, -0.0028, -0.0002
Si, 9.5947, 6.8359, 2.0747, 0.0086, 0.0031, -0.0047
Si, 1.3716, 9.5304, 2.0745, -0.0021, -0.0054, 0.0002
Si, 6.8264, 9.5998, 2.0333, 0.0046, 0.0019, -0.0046
Si, -0.016, -0.0198, 3.3859, 0.015, 0.0191, 0.0111
Si, 5.4993, -0.0044, 3.4857, -0.0036, -0.0009, -0.002
Si, 2.7783, 2.7929, 3.3739, -0.0092, -0.0107, 0.0137
Si, 8.2059, 2.6891, 3.4664, 0.0057, 0.0109, -0.0123
Si, 0.0355, 5.4704, 3.4378, -0.006, -0.0021, -0.0053
Si, 5.4697, 5.4615, 3.4271, 0.0018, -0.0008, 0.0002
Si, 2.7731, 8.1984, 3.4572, 0.0015, -0.0022, -0.008
Si, 8.1889, 8.2327, 3.3743, -0.0122, -0.0047, 0.0081
Si, 1.3944, 1.3858, 4.6304, 0.0004, -0.0036, -0.0245
Si, 6.8467, 1.3475, 4.9247, -0.0209, 0, 0.0021
Si, 4.162, 4.0706, 4.8317, -0.0033, 0.0041, -0.0117
Si, 9.5709, 4.0969, 4.7668, 0.0018, -0.003, 0.0049
Si, 1.4305, 6.8126, 4.8183, -0.0016, 0.005, 0.0039
Si, 6.8295, 6.8878, 4.7339, -0.0007, 0.0067, -0.0157
Si, 4.1225, 9.5863, 4.8563, -0.0019, 0.0074, 0.0082
Si, 9.5605, 9.5413, 4.7784, -0.0054, 0.0016, -0.0015
Si, 2.7312, 0.1123, 6.0805, -0.001, -0.0091, -0.0125
P, 8.2086, -0.0839, 6.2385, 0.0375, -0.0056, -0.0031
Si, 0.0128, 2.6637, 6.0197, -0.0036, 0.0043, -0.015
Si, 5.473, 2.7084, 6.3521, 0.0109, -0.009, -0.0176
Si, 2.8137, 5.4621, 6.2112, -0.0043, 0.0061, -0.0134
Si, 8.1685, 5.4859, 6.0577, 0.007, -0.0069, -0.0059
Si, 0.0187, 8.1658, 6.1443, 0.0064, 0.0037, -0.0036
Si, 5.5188, 8.2226, 6.2207, 0.0063, 0.0173, -0.0049
Si, 3.8008, 1.5653, 7.643, -0.0039, -0.0196, 0.0293
Si, 9.8219, 1.1297, 7.4119, 0.0289, -0.0202, -0.0126
Si, 1.5927, 3.7894, 7.3302, -0.0231, 0.0018, 0.021
Si, 6.6536, 4.4246, 7.5013, 0.0198, 0.0006, 0.0244
Si, 4.4084, 6.6396, 7.5669, -0.009, 0.0159, 0.0233
Si, 9.3781, 6.9562, 7.4078, 0.0111, -0.019, 0.0172
Si, 1.1243, 9.8915, 7.2853, 0.0042, 0.0012, -0.0366
Si, 7.1364, 9.2105, 7.6721, -0.0263, -0.0325, 0.0153
O, 8.3593, 8.1631, 7.854, -0.0036, 0.0182, -0.0017
O, 2.6775, 2.7305, 7.9794, 0.0185, 0.0058, 0.0029
O, 9.5179, 1.3505, 24.273, 0.0013, 0.0001, -0.0004
O, 4.0465, 6.8647, 24.1333, 0.002, -0.0001, -0.0043
O, -0.0507, -0.0269, 7.8929, -0.0314, 0.0173, 0.0286
O, 5.5377, 5.5269, 8.0542, -0.0016, -0.0136, -0.0077
O, 6.8473, 9.5721, 24.205, 0.0001, -0.0014, -0.0004
O, 1.3682, 4.0624, 24.1743, 0.0007, -0.0026, -0.0014
O, 3.8749, 7.4383, 8.9254, 0.0105, -0.0089, -0.0027
O, 0.7077, 4.3609, 8.5746, -0.0025, 0.005, 0.0018
O, 9.8098, 6.2445, 8.8332, -0.0041, 0.0015, -0.0059
O, 2.048, 9.375, 8.5271, 0.0172, -0.0028, 0.0166
O, 7.5417, 3.9416, 8.8041, -0.0034, -0.0091, -0.0054
O, 4.2117, 0.9076, 9.1059, 0.0032, 0.0015, -0.015
O, 6.7693, 9.602, 9.2083, -0.0003, 0.0091, -0.0007
O, 9.0992, 1.7746, 8.7177, -0.0243, 0.0147, 0.0216
O, 7.7011, 3.1517, 23.5257, 0.0001, -0.0004, 0.0009
O, 10.4936, 5.8471, 23.4508, 0.0002, 0.0004, 0.0014
O, 5.0882, 0.4422, 23.4116, -0.0001, -0.0001, 0.0019
O, 5.8602, 5.0914, 23.3609, 0.0012, -0.0011, 0.0016
O, 3.1023, 2.2069, 23.2776, -0.0003, -0.0003, 0.0016
O, 2.2945, 8.724, 23.2326, 0.0008, -0.0007, 0.0024
O, 8.6244, 7.7591, 23.3983, -0.0001, -0.0004, 0.0004
O, 0.224, 10.3219, 23.6014, 0.0006, -0.0014, -0.0024
Si, 4.3884, 1.571, 22.468, 0, 0.0002, 0.0007
Si, 3.5002, 7.9302, 14.0327, -0.0008, 0.0011, -0.0005
Si, 7.1224, 0.9647, 14.6591, -0.0018, 0.0017, 0.0014
Si, 0.9416, 9.356, 22.5222, -0.001, -0.0001, 0.0009
Si, 1.1863, 4.3106, 11.8925, -0.002, 0.0058, -0.0008
Si, 6.2721, 8.9688, 15.3232, 0.0011, -0.0012, 0.0007
Si, 0.7031, 1.366, 12.3004, -0.0001, 0.0001, 0.0014
Si, 8.6275, 4.9524, 20.5087, -0.001, 0.0021, -0.0015
Si, 0.3113, 5.7117, 9.3746, 0.0018, -0.0015, -0.01
Si, 5.1051, 3.1196, 17.9462, 0.0001, 0.0005, -0.0032
Si, 0.884, 3.7386, 16.7412, -0.0016, -0.0004, 0
Si, 10.404, 2.8471, 19.2257, -0.0002, 0.0014, -0.0036
Si, 5.2441, 1.1914, 10.3695, 0.0026, -0.0013, -0.0008
Si, 0.8876, 0.1778, 19.8495, 0.0005, -0.001, -0.0009
Si, 6.6625, 9.473, 10.8689, -0.0011, 0.0001, 0.0056
Si, 9.3418, 9.6763, 18.3282, 0.0008, 0.0006, -0.003
Si, 9.4021, 9.2556, 12.5786, -0.001, -0.0002, 0.0001
Si, 6.5694, 3.8458, 22.5836, 0.0008, -0.0007, -0.0001
Si, 2.4317, 8.0616, 9.3936, -0.0093, -0.0062, -0.0036
Si, 10.5931, 7.3663, 17.0724, 0.0004, 0.0011, -0.0008
Si, 2.5151, 6.2874, 16.5701, -0.0008, 0.0005, -0.0019
Si, 10.1785, 4.4889, 14.1854, 0.0012, 0.0004, 0.0018
Si, 6.1417, 9.1846, 18.5183, 0.0003, 0.0008, -0.0052
Si, 7.9321, 2.5562, 9.5659, -0.0029, 0.0017, -0.0075
Si, 8.9008, 2.1252, 12.4426, 0.002, 0.0017, 0.0033
Si, 5.3426, 6.244, 18.0618, -0.0005, -0.0006, -0.002
Si, 3.9254, 0.5546, 19.47, -0.0003, 0.0027, 0.0005
Si, 4.2698, 3.8601, 12.0631, 0.0012, -0.0005, 0.0016
Si, 5.5539, 6.6138, 12.1279, 0.0004, 0.0033, 0.0018
Si, 8.0147, 2.5046, 17.2187, 0.0002, -0.001, -0.0006
Si, 4.3621, 2.4875, 14.9655, 0.0008, 0.0006, 0.0004
Si, 1.5536, 1.207, 15.262, -0.0016, 0.001, 0.0008
Si, 1.5785, 9.4155, 12.0565, 0.0027, -0.0051, 0.0003
Si, 8.0615, 6.8604, 13.8667, 0, -0.0011, 0.0032
Si, 10.3848, 9.8393, 15.4931, 0.0007, 0.0024, -0.0017
Si, 9.8082, 7.0151, 22.5504, -0.001, -0.0005, 0.0001
Si, 8.1128, 5.4856, 17.4077, 0.0009, -0.0001, 0.001
O, 6.0619, 7.9664, 11.2521, -0.0016, -0.005, -0.0013
O, 6.0273, 9.2112, 16.8987, -0.0003, 0.0007, 0.0035
O, 7.7057, 1.3466, 13.1862, -0.0046, -0.0027, 0.0018
O, 0.9083, 1.745, 13.8678, 0.0022, -0.0003, 0.002
O, 9.4365, 6.2481, 16.8747, -0.0005, 0.0003, -0.0005
O, 6.7735, 6.2217, 13.12, 0.003, -0.0001, -0.001
O, 5.1386, 4.6592, 18.6059, 0.0001, 0.0011, 0.0014
O, 9.2321, 2.1564, 18.2705, 0.0005, 0.0003, 0.0012
O, 2.3693, 0.0941, 19.0848, 0.0005, -0.0001, 0.0003
O, 9.4155, 10.2373, 16.7681, -0.0014, 0.0002, 0.0021
O, 2.7895, 4.4638, 11.6974, -0.0008, -0.0004, -0.0016
O, 5.0689, 10.3217, 19.108, 0.0001, -0.0003, 0.0012
O, 9.435, 3.255, 13.4502, 0.0009, 0.0031, -0.0027
O, 0.4586, 1.7664, 19.9557, 0.0002, -0.0002, 0.0022
O, 3.1678, 1.3551, 15.0576, 0.0004, 0, -0.0024
O, 8.1678, 5.3813, 19.0218, -0.0007, 0.0004, 0.0002
O, 3.8977, 6.5911, 17.3796, 0.0024, 0.0004, 0.0012
O, 4.5788, 3.2753, 16.3884, 0.0012, 0.0015, 0.0028
O, 9.0679, 5.6683, 14.3036, 0.0002, 0.0002, -0.003
O, 5.4479, 2.761, 22.1384, -0.0004, -0.0002, 0.0013
O, 10.6659, 4.1184, 15.6759, 0.002, -0.0005, 0.002
O, 0.3414, 3.867, 18.2745, -0.0002, 0.0003, 0.0024
O, 10.4297, 10.5102, 19.2225, -0.0002, 0.0002, 0.0016
O, 9.6458, 10.036, 14.0308, 0.0021, 0.0014, 0.0038
O, 10.9093, 8.1201, 22.0906, 0.0008, 0.0008, 0.0015
O, 1.2064, 2.1567, 16.531, -0.0001, 0.0015, 0.0006
O, 9.7345, 3.752, 20.4131, 0.0009, -0.0008, 0.0021
O, 8.1318, 4.033, 16.6805, -0.0007, 0.0008, -0.001
O, -0.0328, 9.1119, 11.9076, -0.0009, 0.0022, -0.0018
O, 6.5874, 2.4111, 18.0062, -0.0009, 0.0005, 0.0007
O, 5.5915, 10.7228, 11.1876, -0.0015, 0.002, -0.001
O, 7.7534, 9.5895, 18.8461, -0.0004, 0.0005, 0.0017
O, 10.0573, 1.0153, 12.0491, 0.0001, 0.0014, -0.0033
O, 1.3645, 6.896, 9.0494, -0.0024, 0.0039, 0.0027
O, 0.6335, 4.7717, 13.3568, -0.0024, 0.0003, 0.002
O, 5.7051, 7.6222, 18.9774, 0, 0.0005, 0.0027
O, 5.2419, 5.0925, 11.5167, 0, 0.0016, -0.0026
O, 2.7235, 6.9733, 15.1025, -0.0015, -0.0026, 0.0029
O, 0.9364, 2.7445, 11.468, 0.0005, -0.0013, -0.0012
O, 0.8693, 10.6813, 15.5446, -0.0007, -0.0004, -0.0014
O, 2.3985, 8.5683, 10.9229, -0.0012, 0.0039, 0.0029
O, 4.6758, 2.439, 11.2882, -0.0011, 0.0016, -0.0004
O, 4.2295, 3.5327, 13.6866, 0.0003, -0.0032, 0.0035
O, 2.1946, 4.6808, 16.4706, 0.0004, 0.0007, -0.001
O, 10.7002, 8.2496, 15.691, -0.0004, -0.0011, -0.0002
O, 6.9176, 10.2994, 14.6641, -0.0006, -0.0003, -0.0029
O, 2.3529, 8.9587, 13.4311, 0.0028, -0.001, 0.0003
O, 8.0326, 1.5268, 15.9022, 0.0008, 0.0026, 0.0011
O, 4.1407, 7.0203, 12.8359, -0.0021, 0.0021, -0.0007
O, 4.1804, 2.0097, 18.73, -0.0002, -0.0004, 0.0012
O, 7.294, 4.417, 21.2618, 0.0021, 0.0008, -0.0004
O, 8.4286, 2.872, 11.0693, 0.0013, -0.0019, -0.0012
O, 1.1855, 6.8676, 17.3465, -0.0006, 0.0007, 0.0005
O, 5.6677, 1.6111, 14.7098, 0.0014, 0.0007, -0.0037
O, 8.1446, 9.767, 11.5793, 0.0047, -0.0003, -0.0021
O, 9.2033, 6.2865, 21.2386, -0.001, -0.002, -0.0008
O, 8.9659, 7.7249, 12.8494, -0.0012, -0.0011, -0.0014
O, 1.6764, 0.119, 11.8722, -0.0013, 0.0016, -0.0019
O, 6.65, 6.1529, 17.0585, -0.001, 0.0005, -0.0006
O, 7.4071, 7.8101, 15.0362, -0.0021, 0.0035, -0.0008
O, 1.2114, 10.3063, 21.2364, 0.0001, 0.0021, -0.0019
O, 10.0338, 8.1974, 18.3502, -0.0003, 0.0007, 0.002
O, 3.9518, 0.8457, 21.0855, -0.0008, -0.0019, -0.002
O, 0.3277, 5.3224, 10.9328, 0.0017, -0.0024, 0.0021
O, 6.6246, 1.6095, 9.6028, 0.0057, 0.0054, -0.0014
O, 4.786, 8.7017, 14.6856, 0.0031, 0.0019, -0.0013

Results
free energy: -135861.449 eV
free energy less fixed offsets of O -568.88, P -755.39, Si -635.61 eV per atom: -6.339 eV

The program warned: the cutoff lies below the one the program advises for these potential files; the exchange-correlation potential is rough where the density is thin.
